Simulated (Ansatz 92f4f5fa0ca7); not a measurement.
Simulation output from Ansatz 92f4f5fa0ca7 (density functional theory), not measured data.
Periodic cell of 280 atoms, Si144O88H32N16, with a vacuum gap, from a study of silicon, its oxide and their interface. The atomic structure is a simulated model.

Settings: functional r2SCAN; potential files Ansatz PAW; basis plane waves; wave-function cutoff 800 eV; density cutoff ratio 5; exchange-correlation grid ratio 1; k mesh 1 x 1 x 1, shifted by 0.5 0.5 0 of a step; self-consistency stop 1e-11 eV per atom in the density residual; occupations fixed; spin none; net charge 0; applied field sawtooth along c, amplitude -0.015 V/angstrom in the program's sign convention, ramp centred at 0.9890 of c and 0.0220 of c wide, no dipole correction.

Cell vectors (angstrom)
a	10.8904	0	0
b	0	10.8904	0
c	0	0	45.5063

Atoms: element, x, y, z (angstrom)
Si	-0.5467	-6.716	31.9852
Si	2.4675	-4.3474	32.0337
Si	-1.137	-0.9828	32.0148
Si	1.6582	-8.9804	31.7426
Si	-6.0936	-6.5139	31.8236
Si	-2.4975	-4.3477	31.7285
Si	4.7467	-1.1274	31.7744
Si	-3.4221	-9.7547	31.6558
Si	0.7894	-5.3403	33.3298
Si	3.4351	-2.5366	33.1408
Si	0.5829	-10.6318	33.0827
Si	3.4261	-8.0141	33.0872
Si	-4.436	-5.28	32.9525
Si	-1.8421	-2.7224	33.3805
Si	5.998	0.2444	33.2291
Si	-2.0651	-8.1698	33.0186
Si	-0.4566	-3.9414	34.7272
Si	2.0342	-1.1532	34.4267
Si	-0.6662	-9.3184	34.5338
Si	2.1914	-6.6759	34.5975
Si	4.9988	-3.8782	34.3721
Si	7.4854	-1.233	34.4879
Si	4.7263	1.5948	34.5703
Si	-3.3017	-6.7045	34.4306
Si	-1.94	-5.3514	35.8706
Si	0.8445	-2.4892	35.9587
Si	-1.9914	0.1459	35.8308
Si	0.7527	-8.0019	35.8961
Si	3.6018	-5.2243	35.7988
Si	6.205	-2.5625	35.8867
Si	3.4099	0.161	35.8558
Si	6.1902	-7.9602	35.8549
Si	1.3974	-1.262	9.6197
Si	4.0954	1.3433	9.6229
Si	1.3854	4.0721	9.6176
Si	4.1617	-4.0491	9.6485
Si	6.8163	-1.3895	9.7176
Si	-1.3182	1.3251	9.6744
Si	6.8461	4.1009	9.6209
Si	-1.4377	6.839	9.5771
Si	2.7671	0.0508	11.07
Si	5.5103	2.6778	10.9167
Si	2.782	5.4586	10.9072
Si	5.4749	-2.7315	11.1425
Si	-2.6988	-0.0232	11.0701
Si	0.0754	2.6865	10.9901
Si	8.1357	5.5089	11.0028
Si	-0.1046	-2.5822	10.8078
Si	1.3883	1.4028	12.4814
Si	4.1404	4.0321	12.2169
Si	1.3822	-3.8831	11.9497
Si	4.184	-1.2682	12.4829
Si	-4.0237	1.3841	12.3976
Si	-1.2675	4.132	12.1978
Si	6.7762	-4.1247	12.5685
Si	-1.3623	-1.3805	12.4537
Si	0.2102	-0.1879	13.7633
Si	3.0865	2.5353	13.6705
Si	-0.0041	-5.1371	13.2785
Si	2.4091	-2.3974	13.449
Si	5.3427	0.3072	13.8816
Si	-2.7871	3.0227	13.5465
Si	5.6589	4.9881	13.7161
Si	-2.3562	-3.1053	13.789
Si	1.1528	-0.3063	27.0909
Si	5.0689	-5.4689	21.0406
Si	7.6799	-4.458	27.2217
Si	2.1408	-8.2661	28.9438
Si	0.2361	-7.387	27.1546
Si	5.0939	-3.4874	24.6738
Si	2.3561	-1.0367	19.106
Si	-3.916	3.6772	22.4553
Si	2.7841	-0.1074	29.4748
Si	-1.8179	-6.0073	29.258
Si	0.3118	-9.1006	24.8356
Si	6.7841	-0.1171	16.754
Si	0.15	-1.519	29.248
Si	-1.4416	1.4297	15.9082
Si	3.6302	4.3514	15.9878
Si	7.355	-1.783	30.6452
Si	4.0341	-0.0293	26.6372
Si	-6.2282	-4.0421	27.6003
Si	0.4187	-2.4789	23.0955
Si	2.4725	-6.8221	25.092
Si	-1.3497	-3.9737	25.1409
Si	1.7177	5.4772	18.0361
Si	-1.4593	-1.9728	19.4469
Si	-2.5344	3.6226	19.8645
Si	-1.5306	-0.0885	23.0834
Si	2.8112	-4.4322	22.8323
Si	0.4488	8.034	17.6654
Si	0.6115	-3.2987	27.2358
Si	5.1514	-1.5097	28.9012
Si	4.586	2.7844	26.9355
Si	2.3809	-5.6932	27.9355
Si	-4.2231	-2.7261	20.6396
Si	-3.5112	-5.7544	24.8345
Si	5.2909	1.1847	22.0652
Si	-0.0708	3.23	18.1801
Si	1.8038	-4.3827	15.4519
Si	-1.8505	0.8772	20.3518
Si	2.0589	-0.5285	24.5036
Si	5.1946	-0.2067	19.2646
Si	4.243	4.4206	18.5939
Si	6.4334	-7.8026	29.4307
Si	1.248	7.6428	20.3829
Si	-2.7064	-2.8	16.9819
Si	2.4811	-8.9848	22.8996
Si	1.1335	-9.2763	20.2535
Si	2.5342	-3.0888	29.3156
Si	-4.2872	-4.9607	18.6864
Si	6.662	-1.3215	23.417
Si	-0.5719	-6.6396	37.265
Si	2.2425	-3.8821	37.2218
Si	-0.5977	-1.1487	37.2294
Si	2.0886	1.5189	37.2388
Si	4.8824	-6.5852	37.2254
Si	-3.2939	-3.9283	37.2021
Si	4.8285	-1.1866	37.2082
Si	7.5697	1.5409	37.1921
Si	0.8224	-5.241	38.5536
Si	3.5409	-2.5347	38.6296
Si	0.7504	0.1915	38.6207
Si	3.4837	-7.9738	38.5289
Si	-4.6478	-5.2451	38.5966
Si	-1.9374	-2.5377	38.543
Si	6.2146	0.1824	38.5471
Si	-1.9471	-8.0049	38.5912
Si	1.387	1.3852	6.8845
Si	4.0909	4.0875	6.9417
Si	1.3499	6.8043	6.9844
Si	4.0958	-1.3737	6.924
Si	6.8352	1.3444	6.988
Si	-1.361	4.0631	6.9078
Si	6.7929	-4.0766	6.8757
Si	-1.35	-1.3626	6.9339
Si	0.0351	0.0357	8.2411
Si	2.7426	2.7156	8.2698
Si	-0.0298	5.4308	8.2995
Si	2.7391	-2.7037	8.3156
Si	5.4581	-0.0455	8.3163
Si	8.217	2.7115	8.3175
Si	5.476	5.4618	8.2674
Si	8.1182	-2.7016	8.2433
O	8.8634	-5.235	24.4034
O	-1.205	-4.2362	13.8909
O	4.174	1.4092	14.1632
O	5.9246	-0.1321	15.3581
N	-2.6508	-11.3006	31.3045
O	0.5621	-7.785	31.3281
O	-2.7438	-0.8164	23.9132
N	1.6083	-6.4719	26.5748
O	2.5323	8.6195	20.1465
O	4.8201	5.0479	15.1213
O	8.281	-2.8236	15.3733
O	3.7984	-0.6154	18.5522
O	-0.3895	-2.8044	28.4233
O	3.6793	-5.3531	31.6039
N	2.2226	-9.4868	30.1683
O	5.138	-0.919	27.3952
O	-0.081	-4.2327	26.122
O	7.8477	-7.0444	29.3675
N	0.9766	0.3683	25.5425
O	-9.5505	9.3913	17.9169
O	-3.9549	4.0281	14.0937
N	1.066	6.8488	18.8194
N	2.7177	0.0952	27.741
O	2.0215	-6.6453	29.24
O	-0.8038	-3.1153	23.9225
O	-2.3036	-4.6801	28.5069
O	6.5173	2.2078	22.0648
O	1.3538	-1.3162	14.1145
O	1.0036	5.4404	14.5248
O	-0.0056	-0.2227	28.2547
O	5.9384	8.7847	24.6282
O	2.8326	-3.4262	14.6487
O	0.522	4.5311	17.4719
O	-2.8015	2.0162	19.709
N	4.1956	-2.966	28.8604
O	5.8245	4.7973	22.3012
O	5.1782	-5.2767	17.9861
N	1.3456	-3.6469	22.1019
O	-0.5178	-1.5936	30.6634
O	4.9208	4.1163	20.0334
O	-1.0335	3.8338	19.333
O	-4.7229	-4.7095	24.5378
O	3.586	5.8902	21.5111
O	2.5132	-5.592	23.9775
O	8.3797	-3.422	26.1616
O	-0.3383	9.7884	22.6132
O	-1.7319	-0.3822	19.3594
O	5.9151	-7.8813	27.8809
N	-4.8118	-4.291	20.2293
O	2.7387	4.7904	19.0716
O	0.8552	-8.6192	28.0193
O	8.1177	-3.2027	30.5855
O	-6.5912	-3.6158	26.0809
O	-0.1266	-2.3374	20.3025
O	-0.4102	0.402	15.173
O	1.7527	0.1747	19.9617
O	6.7271	-2.4289	22.2223
O	-3.7578	-1.6079	17.2521
O	-0.4027	1.4719	20.697
O	4.005	3.7293	25.6916
O	4.0872	-8.8882	22.792
N	-1.2248	-2.5257	17.8349
N	4.3259	-0.5692	30.1279
O	-0.7671	2.2193	17.1404
N	-1.4164	-5.5833	30.915
O	5.896	-1.5298	19.8731
N	1.869	-4.0809	28.0386
O	1.1911	-1.9011	26.6594
O	-2.3838	0.353	21.7735
O	6.0254	-2.1445	31.5195
O	0.6945	7.428	16.1979
O	-0.8163	-9.6745	23.7823
O	6.0194	0.4994	18.0498
O	4.7605	-9.5404	26.2176
N	1.8341	-1.5479	29.5816
O	1.9478	-3.908	30.5785
O	-5.5609	-7.0384	30.3593
O	3.4763	-0.6788	25.2626
O	-0.461	-8.1011	25.8737
O	-3.4351	-5.8858	26.4484
O	-4.1399	-1.4915	29.1829
O	-4.0945	-9.182	30.2545
O	1.8931	2.3578	21.4626
O	3.9564	-3.4852	23.5132
O	-3.4114	-4.0993	17.6502
O	5.7095	-0.1104	22.9269
O	-0.7046	-6.6104	28.2232
O	-2.7279	0.6538	16.4653
O	2.762	-7.5447	15.052
O	-2.6885	-2.7358	20.1246
O	1.5983	-2.008	24.0837
O	6.2582	-3.9618	27.7304
O	3.485	2.6173	28.0819
O	4.1244	3.4617	17.2863
O	4.0166	-16.4065	27.8742
O	1.1635	2.4579	18.8853
O	-3.4844	-6.3551	18.9406
O	-3.6196	-7.1526	24.0448
N	1.7205	-8.1737	24.2355
O	8.2002	4.0268	21.4365
O	2.1443	0.3301	23.1328
O	4.9362	0.7909	20.5245
O	8.9556	2.5135	14.8288
N	2.6668	5.6436	16.6028
H	0.0058	-4.414	39.486
H	1.6343	-6.0726	39.486
H	4.3627	-3.3565	39.5621
H	2.7188	-1.7132	39.5621
H	-0.0595	1.025	39.5531
H	1.5909	-0.6113	39.5531
H	4.3154	-8.7856	39.4614
H	2.6739	-7.1402	39.4614
H	-3.8239	-6.0648	39.5291
H	-5.4669	-4.4206	39.5291
H	-1.0935	-3.3368	39.4754
H	-2.7581	-1.7147	39.4754
H	7.043	-0.6327	39.4796
H	5.4037	1.0151	39.4796
H	-1.1124	-8.8137	39.5237
H	-2.7488	-7.1635	39.5237
H	2.2036	0.5582	5.952
H	0.5431	2.1843	5.952
H	4.9131	3.266	6.0092
H	3.2505	4.8902	6.0092
H	2.1598	5.9708	6.0519
H	0.5152	7.613	6.0519
H	3.2839	-0.542	5.9916
H	4.9056	-2.2073	5.9916
H	7.6543	0.5199	6.0556
H	6.0134	2.1662	6.0556
H	-2.1894	4.8783	5.9753
H	-0.5404	3.2401	5.9753
H	7.6037	-4.9092	5.9433
H	5.9612	-3.2648	5.9433
H	-0.5483	-2.204	6.0015
H	-2.1739	-0.5429	6.0015

Results
free energy: -148983.512 eV
free energy less fixed offsets of H -15.71, N -386.36, O -570.45, Si -639.56 eV per atom: -2.792 eV

Forces (eV/angstrom), in the order of the atoms: element, x, y, z
Si	0.0104	-0.0031	-0.0125
Si	0.0031	0.0015	-0.0246
Si	0.003	-0.0139	-0.0202
Si	0.0101	0.0117	-0.0244
Si	-0.0099	0.0034	-0.0187
Si	-0.0028	0.0165	-0.0112
Si	0.0148	-0.0109	-0.0188
Si	0.0001	-0.0117	-0.0142
Si	0.0004	0.0036	-0.0166
Si	-0.0016	-0.0038	-0.011
Si	-0.0005	-0.0015	-0.0119
Si	-0.0061	0.0054	-0.0168
Si	-0.0031	-0.0008	-0.0107
Si	-0.003	0.002	-0.0123
Si	-0.0059	-0.0045	-0.0129
Si	-0.0017	0.005	-0.0046
Si	-0.0091	0.0041	0.0034
Si	0.0002	0.0015	0.0066
Si	0.0154	0.0067	0.0094
Si	-0.006	-0.0089	0.002
Si	-0.0047	0.0079	-0.005
Si	0.0064	-0.0009	0.0053
Si	0.0067	-0.0007	0.0024
Si	-0.0032	0.0036	0.0085
Si	0.0011	0.0056	0.0197
Si	-0.0095	-0.0091	0.0174
Si	-0.0067	-0.015	0.0237
Si	-0.0034	0.0119	0.0152
Si	0.0061	-0.0005	0.0232
Si	-0.0127	-0.0172	0.0176
Si	0.0065	-0.0023	0.0282
Si	-0.0034	-0.0007	0.0155
Si	-0.0018	-0.0128	-0.017
Si	0.0058	0.0038	-0.0168
Si	0.0034	0.0135	-0.0193
Si	0.0032	0.0122	-0.019
Si	-0.0045	-0.0039	-0.0259
Si	0.0095	-0.0067	-0.0218
Si	-0.0032	0.0145	-0.0192
Si	0.0165	-0.0011	-0.009
Si	-0.0104	0.0032	-0.0124
Si	-0.0107	0.0085	0.0018
Si	0.001	-0.006	-0.0121
Si	0.0042	-0.0116	-0.0077
Si	0.0038	-0.003	-0.0139
Si	-0.0018	-0.0007	-0.0172
Si	0.0012	-0.0068	-0.0054
Si	0.0049	-0.0077	-0.0043
Si	0.0051	-0.0042	0.0124
Si	0.0009	-0.0034	0.0204
Si	-0.0017	0.0052	0.0206
Si	-0.0007	0.0008	0.0105
Si	-0.0044	0.0066	0.0152
Si	0.0052	0.0094	0.011
Si	0.0026	-0.0028	0.0135
Si	0.009	-0.0034	0.0175
Si	0.0045	-0.0107	-0.0284
Si	0.0066	-0.0044	-0.0295
Si	-0.0056	0.0077	-0.0228
Si	-0.0026	-0.0066	-0.0313
Si	-0.007	0.014	-0.0349
Si	0	0.0033	-0.0267
Si	0.0055	-0.0064	-0.0385
Si	0.0087	-0.0129	-0.0389
Si	-0.004	0.0126	-0.0503
Si	0.0017	-0.0037	-0.0478
Si	-0.0008	-0.0028	-0.0531
Si	-0.0043	0.0034	-0.0401
Si	0.0038	-0.0093	-0.0439
Si	0.0081	0.0057	-0.0496
Si	-0.0021	-0.0115	-0.0343
Si	-0.0038	0.0032	-0.057
Si	-0.0152	-0.0102	-0.0474
Si	0.0093	-0.0016	-0.0573
Si	-0.0044	-0.008	-0.0481
Si	-0.0022	-0.003	-0.0602
Si	0.0156	0.0038	-0.0469
Si	0.0009	-0.0053	-0.059
Si	0.004	-0.0043	-0.0533
Si	-0.0057	-0.0025	-0.0218
Si	-0.0027	-0.0004	-0.0503
Si	-0.0317	0.0013	-0.0446
Si	0.0013	-0.0082	-0.0535
Si	-0.0024	0.0036	-0.06
Si	-0.0002	0.0065	-0.0453
Si	0.0059	-0.0025	-0.0427
Si	-0.0044	-0.0038	-0.0412
Si	0.0164	-0.0041	-0.043
Si	-0.0028	-0.0013	-0.0462
Si	-0.0021	0.0045	-0.055
Si	-0.0044	-0.0051	-0.0447
Si	-0.0085	-0.007	-0.0378
Si	-0.0148	-0.0064	-0.0474
Si	-0.0075	0.0002	-0.0488
Si	-0.0096	-0.0011	-0.0427
Si	0.0054	-0.0039	-0.047
Si	-0.0059	-0.0134	-0.0551
Si	0.0048	0.0049	-0.0486
Si	0.004	-0.0009	-0.045
Si	0.0034	-0.0058	-0.055
Si	0.001	0	-0.047
Si	-0.0088	-0.0061	-0.0473
Si	0.0085	0	-0.0434
Si	-0.0145	-0.0094	-0.0501
Si	-0.0041	0.0123	-0.0484
Si	-0.0049	0.0039	-0.0547
Si	-0.0003	0.01	-0.0363
Si	-0.0001	0.0043	-0.061
Si	-0.0086	-0.0052	-0.053
Si	0.0029	-0.0039	-0.0387
Si	0.0027	0.0055	-0.045
Si	0.0017	0.0039	-0.0455
Si	-0.0151	0.0041	0.1819
Si	-0.0221	0.0005	0.181
Si	0.0278	-0.0198	0.1836
Si	0.0313	-0.0226	0.1892
Si	0.0136	-0.0188	0.1697
Si	0.0224	-0.0105	0.1666
Si	-0.0012	0.0229	0.1736
Si	-0.0381	0.0484	0.1844
Si	-0.0084	-0.0213	0.2237
Si	-0.0289	0.0047	0.3419
Si	0.0002	0.0269	0.3744
Si	0.0707	0.0359	0.2815
Si	0.0001	-0.0976	0.3349
Si	-0.0032	-0.1285	0.3704
Si	-0.0814	0.0704	0.2368
Si	0.0204	0.0267	0.2352
Si	-0.1246	0.0259	-0.4016
Si	0.0678	0.0608	-0.3894
Si	0.0545	0.0018	-0.267
Si	0.0247	-0.0192	-0.2452
Si	-0.0496	-0.0739	-0.2316
Si	0.0777	-0.0162	-0.2142
Si	0.0061	0.0172	-0.3888
Si	-0.0358	0.0758	-0.3532
Si	-0.0238	0.0265	-0.1942
Si	0.0098	-0.0093	-0.189
Si	-0.0056	0.0014	-0.1669
Si	0.0102	-0.0202	-0.1712
Si	-0.0056	0.0082	-0.1807
Si	-0.0058	0.0078	-0.1881
Si	0.0072	-0.0175	-0.1764
Si	-0.0003	0.0074	-0.1965
O	0.0026	0.0084	0.025
O	0.0012	0.0029	0.0073
O	0.0008	-0.0022	0.0081
O	0.0089	-0.0078	0.0308
N	0.0084	0.0206	0.0079
O	-0.0045	-0.0002	0.0232
O	0.0017	-0.0011	0.0263
N	-0.0016	0.0115	0.0323
O	0.0032	-0.0054	0.022
O	-0.01	0.001	0.0298
O	-0.0015	0.0049	0.0497
O	0.0017	-0.0036	0.0116
O	0.0018	0.0056	0.0245
O	0.0011	0.0003	0.0136
N	-0.01	-0.0009	0.0381
O	-0.0011	-0.0038	0.0282
O	0.009	0.0077	0.0285
O	0.0016	-0.0074	0.0158
N	0.0061	-0.007	0.0353
O	0.0126	0.0031	0.0181
O	0.0049	-0.0036	0.0075
N	0.0013	0.0009	0.0329
N	0.003	-0.0047	0.0386
O	-0.0015	-0.0089	0.0186
O	-0.01	-0.0083	0.0275
O	0.0063	-0.0041	0.0325
O	-0.0019	0.0014	0.0215
O	0.0002	-0.0016	0.019
O	0.011	-0.0056	0.0248
O	-0.0026	-0.0121	0.0232
O	-0.0071	-0.0094	0.0215
O	0.0046	-0.0094	0.0276
O	-0.0007	-0.0027	0.022
O	-0.007	-0.0076	0.0128
N	-0.0052	0.0079	0.0222
O	0.0055	-0.0027	0.019
O	0.0038	0.0053	0.0215
N	0.0008	0.0056	0.0293
O	-0.0168	0.0078	0.0321
O	-0.0027	0.0059	0.0212
O	-0.0126	0.0014	0.023
O	0.0039	-0.0018	0.0273
O	-0.0099	0.0053	0.0286
O	0.0011	-0.017	0.0334
O	-0.0051	-0.0009	0.0221
O	-0.002	0.0001	0.0271
O	0.0078	0.0092	0.0126
O	0.0069	-0.0016	0.0315
N	-0.0105	0.004	0.0241
O	0.0043	0.0048	0.0265
O	0.0066	-0.0054	0.0255
O	-0.0015	-0.0066	0.0237
O	-0.0004	-0.0074	0.0346
O	0.009	-0.0061	0.0213
O	-0.0103	0.011	0.0247
O	-0.0094	0.0108	0.0177
O	0.0014	0.0087	0.0321
O	0.0009	-0.0035	0.0228
O	0.0011	-0.0037	0.0133
O	0.0106	-0.0043	0.0233
O	-0.0148	0.0009	0.0183
N	0.0022	-0.001	0.0266
N	0.0044	0.0066	0.049
O	0.0102	0.011	0.0334
N	-0.0055	-0.0004	0.0371
O	0.0026	-0.008	0.0273
N	0.0082	0.0083	0.0308
O	0.0009	0.0022	0.0203
O	0.0038	-0.0021	0.0328
O	-0.0037	-0.0021	0.0107
O	-0.004	0.0157	0.0359
O	0.0148	0.0086	0.0262
O	-0.0174	-0.0008	0.0307
O	-0.0035	0.0002	0.0208
N	0.0067	0.0052	0.0256
O	0.0046	-0.0103	0.0376
O	-0.0026	0.0027	0.0268
O	0.0099	0.008	0.0334
O	-0.0057	0.0136	0.0257
O	-0.0005	0.004	0.0277
O	0.0046	-0.0019	0.0242
O	0.0137	-0.0115	0.0348
O	0.0142	0.0048	0.0333
O	0.007	0.0005	0.0197
O	-0.0105	-0.0092	0.022
O	0.0021	-0.0034	0.0225
O	-0.0126	0.0027	0.0297
O	-0.0034	-0.0059	0.0217
O	0.0052	0.0118	0.0303
O	-0.0085	0.0049	0.0125
O	0.0044	0.0166	0.0315
O	-0.0284	-0.0008	0.0098
O	-0.0086	0.0021	0.0192
O	0.0086	-0.0015	0.0291
O	-0.0085	0.0016	0.0148
O	0.0075	-0.0096	0.0229
O	0.0055	-0.0083	0.0207
O	0.0073	0.0113	0.0257
N	-0.0047	0.0084	0.0336
O	-0.013	-0.0045	0.0333
O	0.0049	-0.0019	0.0227
O	0.0001	0.0089	0.0344
O	0.0109	-0.0144	0.0261
N	-0.0107	-0.0028	0.0305
H	0.327	-0.216	-0.2753
H	-0.3146	0.353	-0.2271
H	-0.2662	0.3916	-0.2479
H	0.2013	-0.2743	-0.286
H	0.3363	-0.3602	-0.2345
H	-0.3085	0.1582	-0.2956
H	-0.2791	0.2736	-0.261
H	0.3025	-0.3665	-0.2411
H	-0.2848	0.2936	-0.2595
H	0.3331	-0.3076	-0.2804
H	-0.3113	0.2667	-0.2414
H	0.2366	-0.3362	-0.2592
H	-0.3114	0.2509	-0.2767
H	0.2597	-0.3131	-0.2432
H	-0.4206	0.2523	-0.2721
H	0.2191	-0.3352	-0.287
H	-0.2758	0.2698	0.2758
H	0.4101	-0.2233	0.2367
H	-0.2334	0.2969	0.2426
H	0.3108	-0.2761	0.2423
H	-0.2576	0.3074	0.2795
H	0.3519	-0.2687	0.2796
H	0.2874	-0.2493	0.3092
H	-0.3435	0.3227	0.2846
H	-0.313	0.3331	0.268
H	0.2453	-0.2597	0.2948
H	0.2247	-0.2766	0.322
H	-0.2828	0.3384	0.2819
H	-0.1928	0.3223	0.2737
H	0.2967	-0.3859	0.2356
H	-0.3152	0.2975	0.2563
H	0.3754	-0.2768	0.2109

The program warned: the cutoff lies below the one the program advises for these potential files; the forces do not sum to zero within the program's tolerance; empty levels may hold ghost states of the PAW files; the exchange-correlation potential is rough where the density is thin.
